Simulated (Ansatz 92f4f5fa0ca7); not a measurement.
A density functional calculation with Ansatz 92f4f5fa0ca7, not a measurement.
Periodic cell of 130 atoms, Si86O44, from a study of silicon, its oxide and their interface. The atomic structure is a simulated model.

Settings: functional r2SCAN; potential files Ansatz norm-conserving; basis plane waves; wave-function cutoff 1300 eV; density cutoff ratio 4; exchange-correlation grid ratio 1; k mesh 2 x 2 x 1, shifted by 0.5 0.5 0.5 of a step; self-consistency stop 5e-08 eV per atom in the density residual; occupations Fermi-Dirac, 0.05 eV; spin none; net charge 0.

Cell vectors (angstrom)
a, 10.9176, -0.0709, 0.0493
b, -0.0709, 10.9694, 0.0243
c, 0.0877, 0.0432, 19.4397

Atoms: element, x, y, z (angstrom)
Si, -0.3793, -0.2371, 0.5292
Si, 2.6532, 3.2334, -1.0325
Si, -0.0768, 4.8604, 0.2734
Si, 2.8462, 7.7724, 0.7663
Si, 5.6092, -0.4733, 0.0631
Si, 8.5, 2.2496, 0.03
Si, 4.9783, 5.5252, -0.3531
Si, 7.5778, 7.9904, 0.2631
Si, 1.3489, 1.4734, 1.2662
Si, 4.2233, 4.1942, 1.5556
Si, 1.3143, 6.4544, 1.952
Si, 3.9377, 9.585, 1.6457
Si, 6.7038, 1.3111, 1.4092
Si, 9.1235, 3.6009, 1.8249
Si, 6.3643, 6.4367, 1.5275
Si, 9.0988, 9.0973, 1.7147
Si, 0.1735, 2.987, 2.7105
Si, 2.9995, 0.2163, 2.8201
Si, -0.1535, 8.2174, 3.2103
Si, 3.0904, 5.4562, 2.994
Si, 5.3674, 2.745, 3.0251
Si, 8.1804, -0.262, 3.0638
Si, 5.2778, 8.402, 3.1564
Si, 8.017, 5.2547, 2.8877
Si, 1.5213, 4.2204, 4.3199
Si, 4.1224, 1.4457, 4.244
Si, 1.273, 9.9165, 4.3424
Si, 3.9381, 6.9574, 4.3586
Si, 6.7607, 4.045, 4.3781
Si, 9.6999, 1.3306, 4.0332
Si, 6.8444, 9.8232, 4.6892
Si, 9.4255, 6.581, 4.3265
Si, -0.0405, 0.1365, 5.7403
Si, 2.8134, 2.9529, 5.6917
Si, -0.042, 5.4998, 5.5747
Si, 2.682, 8.2818, 5.6557
Si, 5.518, 0.1392, 6.0279
Si, 8.4401, 2.6994, 5.3833
Si, 5.4312, 5.5254, 5.5203
Si, 8.0699, 8.0854, 5.9333
Si, 1.3272, 1.6025, 7.0902
Si, 4.1878, 3.9456, 6.9549
Si, 1.0432, 7.1188, 6.8838
Si, 3.7915, 9.7998, 7.2241
Si, 7.0301, 1.7819, 7.637
Si, 9.4785, 4.1834, 6.7475
Si, 6.6525, 6.846, 7.1983
Si, 9.4439, 9.608, 7.2283
Si, 0.0881, 3.2783, 8.1905
Si, 2.7352, 0.4514, 8.6108
Si, 0.054, 8.2357, 8.4288
Si, 2.8355, 5.671, 8.0963
Si, 5.4255, 3.1002, 8.6311
Si, 8.6379, 0.3637, 8.3791
Si, 5.4121, 8.7103, 8.5821
Si, 8.3008, 5.4313, 8.6331
Si, 1.5832, 4.565, 9.7653
Si, 4.3486, 1.5381, 9.7668
Si, 2.0757, 9.9772, 10.036
Si, 4.5502, 6.9192, 9.5355
Si, 6.8419, 4.2196, 10.1656
Si, 9.9064, 1.7209, 9.982
Si, 7.1412, 9.9426, 9.8948
Si, 9.6843, 6.9639, 9.8185
Si, 0.6956, 0.5719, 11.0523
Si, 2.7513, 2.9045, 11.0057
Si, 0.8123, 6.1504, 11.1122
Si, 3.2339, 7.9121, 11.0379
Si, 5.8846, 0.421, 11.0898
Si, 7.7848, 2.5223, 11.4701
Si, 5.9941, 6.1571, 11.5121
Si, 8.2242, 8.3118, 10.9648
Si, -0.2478, 0.325, 13.7785
Si, 7.7555, 3.5477, 16.9006
Si, 11.5167, 5.0993, 14.1503
Si, 3.649, 0.6692, 17.2799
Si, 4.1004, -1.8327, 12.6961
Si, 5.2886, 4.7609, 16.0118
Si, 5.9612, 7.279, 14.2501
Si, 9.4519, 6.3262, 17.8121
Si, 3.1182, 3.703, 13.9063
Si, 1.3256, 9.3889, 17.9558
Si, 11.0876, 7.5686, 15.63
Si, 9.223, 3.1037, 14.4703
Si, 13.836, 11.4752, 14.3742
Si, 8.7686, 8.8509, 13.9522
O, -1.1291, 1.3114, -0.0412
O, -0.0302, -0.7771, -0.9201
O, 4.7288, 0.2566, -1.2375
O, 2.1622, 1.879, 0.0002
O, -1.0711, 6.2005, -0.1681
O, 1.7404, 8.3926, -0.2367
O, 3.6655, 6.5286, -0.437
O, 3.4159, 2.2509, -2.217
O, 9.7653, -2.8447, -4.3577
O, 11.8962, 6.5825, -4.8742
O, 8.0359, 4.982, -2.008
O, 4.6381, 4.6301, -1.7997
O, 7.074, 8.236, -5.1694
O, 12.3257, 14.8148, -5.0662
O, 8.275, 7.5541, -1.2409
O, -0.202, 0.1016, 12.3051
O, 1.2909, 0.2589, 14.5261
O, 1.6567, 1.7373, 11.5205
O, 3.2582, 4.1199, 12.2925
O, 0.0089, 5.5766, 12.5541
O, 1.8299, 7.2925, 11.788
O, 0.9422, 9.3241, 9.1865
O, 5.3932, -0.9254, 11.8783
O, 6.9911, 1.2462, 12.2541
O, 8.2458, 3.39, 13.137
O, 10.2175, 1.8415, 13.8903
O, 5.8463, 6.0291, 13.1781
O, 4.1625, 4.2169, 15.1131
O, 7.0123, 7.3328, 11.5449
O, 2.5792, -0.5811, 17.4869
O, -7.7598, -0.3735, 12.99
O, 7.6137, 2.2866, 18.1081
O, 9.2679, 10.3593, 13.9362
O, 5.9455, -4.6524, 15.6602
O, 3.1996, 2.0534, 13.75
O, 3.7428, 0.2988, 15.6196
O, 4.4418, -2.7385, 13.9934
O, 6.409, 3.5835, 15.9292
O, 10.236, 4.3131, 14.6312
O, 9.1321, 8.506, 12.3628
O, 10.3977, 6.3569, 16.5581
O, 12.214, 8.3841, 16.6559
O, -4.2019, 9.4422, 19.0056
O, 8.8538, 2.6328, 15.894

Results
free energy: -30528.970 eV
free energy less fixed offsets of O -463.61, Si -117.95 eV per atom: 13.570 eV
pressure: -2.23 GPa
stress xx, yy, zz, yz, xz, xy (GPa, positive in tension): 1.77, 2.7, 2.21, 1.88, 1.96, -0.95

Forces (eV/angstrom), in the order of the atoms: element, x, y, z
Si, -0.8646, 3.4379, 0.4086
Si, -0.0977, -1.3543, 0.3635
Si, 0.5052, 1.0069, 1.1816
Si, -0.4698, -2.519, -2.3476
Si, -0.5517, 0.6264, -0.401
Si, -1.3566, -2.0737, 1.1543
Si, -2.1936, -0.3512, -0.4236
Si, -0.0003, 1.5592, -2.857
Si, -0.7613, -2.4697, 3.2219
Si, 1.0299, -0.4733, -0.7257
Si, -0.8534, 0.2968, -0.3885
Si, 1.8814, -0.5533, -0.56
Si, 0.5772, -1.1455, 0.911
Si, 0.846, 0.8603, -1.51
Si, 0.1307, 0.6563, 0.1282
Si, 1.2389, 0.4577, 0.6234
Si, 0.3162, -1.1395, 0.684
Si, -3.7075, -0.2378, -0.4882
Si, 0.5777, -0.2326, -1.4185
Si, -2.2794, -0.6113, 0.2786
Si, 1.7781, 0.5284, -2.436
Si, -0.1798, 1.851, -1.6724
Si, 1.261, -0.0908, -0.2872
Si, -0.4264, 0.9528, -0.2183
Si, -0.3763, 0.3964, -0.7086
Si, 0.2319, -0.4367, 3.407
Si, 1.179, -1.1656, -0.6466
Si, 1.8703, -0.1048, 0.6238
Si, 0.5076, -0.3488, -0.3256
Si, 0.8755, -0.5929, 0.4838
Si, -0.9517, -2.2015, 0.374
Si, -0.912, 1.5803, 0.1573
Si, -0.1927, 0.1241, -0.0474
Si, -1.8845, -3.6488, -1.3859
Si, 1.325, 0.8803, -0.5699
Si, -1.6611, 1.9006, 0.7698
Si, -0.3616, 1.2106, -0.126
Si, -2.1704, 0.011, 1.5536
Si, -0.1925, 0.1501, 2.0255
Si, 0.668, 0.7241, -1.27
Si, 0.2816, 0.4275, -0.1965
Si, 1.0124, 3.8621, 0.7107
Si, 2.8116, -2.0437, -1.403
Si, 0.998, 0.2505, -0.5238
Si, -0.0873, -1.0318, -3.5997
Si, -0.4681, -0.2787, 2.6346
Si, -0.071, -0.0433, 0.9702
Si, 1.111, -0.661, -1.3159
Si, -0.3482, -0.6887, 1.9207
Si, 1.4632, 1.0551, -3.2513
Si, -2.2235, 2.2652, -0.3535
Si, 0.4236, 0.1209, 0.6151
Si, 1.4572, 0.4901, 0.3737
Si, -0.5622, -0.4515, 2.4723
Si, 1.7042, 0.1715, -0.971
Si, -0.6268, 0.1792, -1.1457
Si, 0.517, -1.6231, -2.0027
Si, -0.7564, 0.8778, 1.4535
Si, 0.4881, -0.9427, 4.3131
Si, -1.1481, -1.9279, 0.7366
Si, -0.2582, 1.0058, 0.2697
Si, -0.8825, 0.0441, -1.073
Si, -0.2306, 1.6886, -2.4409
Si, 0.6847, -1.4537, 0.6683
Si, -0.8368, -1.102, -0.3522
Si, -0.2809, 0.6733, 1.5354
Si, -3.2915, 0.7032, 3.7568
Si, -2.4322, 1.5414, 0.3073
Si, 1.9249, -1.3093, 2.268
Si, 2.6515, 0.2827, 4.3199
Si, -0.997, -2.5407, -0.8552
Si, 0.7246, -1.4072, 2.2306
Si, 1.994, 5.1448, 4.7326
Si, 0.7417, -3.3804, -0.9662
Si, -2.8837, 1.9613, -3.3735
Si, -2.3307, -1.6549, -3.7059
Si, 0.9632, 3.8098, -0.2848
Si, 1.6857, 1.646, 2.5077
Si, -4.3587, -1.9226, 1.6685
Si, -5.9957, 0.0649, 0.7685
Si, 0.7289, -2.017, -0.2967
Si, 0.9768, 0.5055, 0.4677
Si, 4.6964, -2.6821, 2.4316
Si, 2.5205, -2.2377, -6.1535
Si, -4.3461, -1.1049, -1.4374
Si, 0.0172, -1.2703, -0.8952
O, -0.4833, -0.8246, 0.2594
O, 2.2394, -2.374, -2.7943
O, 3.8785, -1.5189, 2.8795
O, 1.3539, 1.6444, -2.9261
O, 1.587, -1.4532, -0.0639
O, -1.0447, 1.3622, -1.754
O, -0.0331, 2.1929, 2.2555
O, -1.4485, 0.1484, 1.4504
O, -2.9488, 2.1325, -2.6497
O, -0.9836, 0.4388, 2.1141
O, 2.3791, 0.6814, 0.4468
O, 1.9506, 1.5145, -0.1718
O, 3.3928, 1.817, -0.176
O, 3.3025, 0.0265, 0.3768
O, 0.6462, -0.754, 0.0455
O, 2.2949, -1.4428, -6.7747
O, -1.3445, -0.033, -0.31
O, 2.306, 3.2141, 0.443
O, -0.0196, -1.5342, -0.1447
O, 2.3699, -0.2049, -1.6075
O, 0.309, -0.7762, -1.8104
O, -2.1828, -2.2627, -1.7058
O, -1.6465, -1.1848, 1.8564
O, -1.7436, 0.3126, -3.3786
O, -0.381, -1.037, -1.3305
O, -0.7475, 0.0599, 1.3784
O, -0.5951, 0.4839, -0.9552
O, -3.5879, -0.5372, -3.6757
O, 1.8037, 2.0925, -0.9349
O, -0.6329, 1.5505, 1.4896
O, 1.7742, -1.9557, 0.2525
O, 1.274, 3.2133, -0.6048
O, -2.562, -1.1054, 3.7401
O, -0.7796, -0.0129, -1.2917
O, 0.7142, 1.6993, 0.4741
O, 1.8477, 0.3096, 2.2013
O, 3.7417, -1.2284, 0.563
O, 1.4027, 0.7738, 1.2927
O, -1.4, 1.6919, 1.5345
O, -1.2091, -0.2445, 0.8537
O, 0.4813, 0.4336, 0.8536
O, -3.5164, -0.9317, -1.6023
O, -0.1639, -0.3966, 1.0459
O, -3.1092, 1.5687, 3.7858
